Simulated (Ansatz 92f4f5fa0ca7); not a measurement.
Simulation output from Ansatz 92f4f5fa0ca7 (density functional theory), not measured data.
Periodic cell of 192 atoms, Si128O64, from a study of silicon, its oxide and their interface. The atomic structure is a simulated model.
This geometry differs little from another in the collection (a relaxation step or a small displacement).

Settings
functional: r2SCAN
potential files: Ansatz PAW
basis: plane waves
wave-function cutoff: 800 eV
density cutoff ratio: 5
exchange-correlation grid ratio: 1
k mesh: 1 x 1 x 1, shifted by 0.5 0.5 0 of a step
self-consistency stop: 1e-10 eV per atom in the density residual
occupations: fixed
spin: none
net charge: 0

Cell vectors (angstrom)
a, 10.888, 0, 0
b, 0, 10.888, 0
c, 0, 0, 27.8161

Atoms and the computed forces on them: element, x, y, z (angstrom), force x, y, z (eV/angstrom)
Si, -0.158, 0.0907, 0.2492, -0.0192, 0.0126, 0.1482
Si, 3.0432, 2.4404, 0.1413, 0.015, -0.0209, 0.1429
Si, -0.2511, 5.7287, 0.064, -0.0196, 0.0177, 0.1471
Si, 3.0083, 7.9621, -0.0518, 0.0141, -0.0259, 0.1599
Si, 5.2896, 0.2519, 0.0026, -0.0288, 0.0206, 0.1616
Si, 8.5428, 2.4064, 0.0854, -0.0065, -0.0141, 0.1819
Si, 5.1782, 5.6469, 0.0639, -0.0318, 0.0341, 0.1751
Si, 8.2992, 7.8374, 0.0164, 0.0365, -0.017, 0.1638
Si, 1.4207, 1.3295, 1.439, -0.0006, -0.0008, -0.0088
Si, 4.101, 4.0687, 1.4361, 0.0003, -0.0016, -0.0094
Si, 1.3783, 6.8613, 1.3152, -0.0011, 0.0001, -0.01
Si, 4.1521, 9.5174, 1.3078, 0.0017, -0.0014, -0.0118
Si, 6.818, 1.4065, 1.3477, -0.0029, -0.0019, -0.0094
Si, 9.5761, 4.0788, 1.3803, 0.0021, 0.0011, -0.0118
Si, 6.788, 6.7299, 1.404, 0.0017, -0.0007, -0.011
Si, 9.4699, 9.4097, 1.3945, -0.0007, -0.0005, -0.0098
Si, 0.0676, 2.7463, 2.7564, 0, -0.0016, 0.0011
Si, 2.7674, -0.0664, 2.7396, 0.0011, 0.0035, 0.0006
Si, 0.019, 8.1478, 2.7492, -0.002, -0.0027, 0.0008
Si, 2.683, 5.4412, 2.716, 0.0032, 0.002, 0.0006
Si, 5.5013, 2.7478, 2.7721, -0.0009, -0.0011, 0.0006
Si, 8.1394, -0.0292, 2.7092, 0.0011, 0.0001, 0.0005
Si, 5.4867, 8.1801, 2.723, -0.0019, -0.0017, 0.0008
Si, 8.1562, 5.3721, 2.753, 0.0008, 0.0023, 0.001
Si, 1.3774, 4.0996, 4.1366, -0.0009, 0.0002, -0.0005
Si, 4.1117, 1.3412, 4.0759, 0.0005, -0.0004, -0.0005
Si, 1.3692, 9.5142, 4.1032, 0.0001, -0.0004, 0.0003
Si, 4.0846, 6.8107, 4.0473, -0.0012, 0, -0.0006
Si, 6.8307, 4.0662, 4.1588, 0.0002, -0.0011, -0.001
Si, 9.5388, 1.349, 4.0443, -0.0005, -0.0007, -0.0007
Si, 6.8079, 9.53, 4.114, 0.0002, -0.0004, -0.0011
Si, 9.54, 6.7646, 4.0774, 0.0012, -0.001, -0.0004
Si, 0.0053, 0.0056, 5.4331, -0.0007, 0.0006, -0.0003
Si, 2.7461, 2.708, 5.4476, -0.0002, -0.0007, -0.0002
Si, -0.0045, 5.4373, 5.4788, -0.0008, -0.0006, -0.0002
Si, 2.7263, 8.1485, 5.4407, 0.0002, -0.0007, -0.0004
Si, 5.4408, -0.0099, 5.4675, -0.0008, -0.0003, 0
Si, 8.194, 2.6874, 5.4615, 0.0007, -0.0006, -0.0003
Si, 5.4419, 5.4589, 5.4426, -0.0001, -0.0001, -0.0005
Si, 8.183, 8.1497, 5.4352, -0.0002, -0.0005, -0.0002
Si, 1.3545, 1.3628, 6.8064, 0.0002, -0.0007, -0.0013
Si, 4.0942, 4.0859, 6.7996, 0.0002, -0.0004, -0.0013
Si, 1.3685, 6.8089, 6.8128, -0.0004, -0.0001, -0.001
Si, 4.0647, 9.5166, 6.8112, -0.0001, -0.0006, -0.0011
Si, 6.8039, 1.353, 6.8111, -0.0002, 0.0001, -0.0011
Si, 9.5273, 4.0695, 6.8222, -0.0006, 0.0001, -0.0015
Si, 6.8078, 6.8092, 6.8089, 0.0001, -0.0001, -0.0011
Si, 9.5325, 9.5247, 6.789, 0.0004, 0, -0.0011
Si, -0.0052, 2.7219, 8.1763, -0.0005, -0.0008, -0.0013
Si, 2.7052, -0.0054, 8.1686, 0, -0.0003, -0.0011
Si, 0.0046, 8.1784, 8.1564, -0.0007, -0.0008, -0.0009
Si, 2.7296, 5.4412, 8.1558, -0.0002, -0.0007, -0.0012
Si, 5.449, 2.7312, 8.1625, -0.0011, -0.0006, -0.0014
Si, 8.1569, -0.0143, 8.1471, -0.0001, -0.0004, -0.0012
Si, 5.4289, 8.1594, 8.1642, -0.0004, -0.0003, -0.0012
Si, 8.162, 5.435, 8.1716, -0.0001, -0.0007, -0.0013
Si, 1.3641, 4.098, 9.508, -0.0004, 0.0001, -0.0006
Si, 4.0621, 1.3816, 9.5051, 0.0001, -0.0002, -0.0007
Si, 1.3382, 9.5352, 9.5401, 0.0002, -0.0005, -0.0012
Si, 4.0878, 6.783, 9.5344, -0.0007, -0.0003, -0.0012
Si, 6.7993, 4.0811, 9.5409, -0.0007, -0.0004, -0.0006
Si, 9.4837, 1.3662, 9.5073, 0, -0.0006, -0.0012
Si, 6.7745, 9.5409, 9.501, 0.0002, -0.0004, -0.0007
Si, 9.5401, 6.8079, 9.5054, -0.0001, -0.0002, -0.0009
Si, -0.0414, 0.0455, 10.8655, -0.0001, -0.0001, 0.0004
Si, 2.7129, 2.7514, 10.8714, -0.0006, -0.0002, -0.0003
Si, 0.0137, 5.4453, 10.8768, -0.0002, -0.0008, -0.0013
Si, 2.7022, 8.1368, 10.8702, 0.0005, -0.0001, -0.0011
Si, 5.4204, 0.0321, 10.8615, -0.0004, 0.0003, -0.0009
Si, 8.1259, 2.6994, 10.91, 0.0007, -0.0003, -0.0012
Si, 5.4494, 5.4267, 10.9226, -0.0005, -0.0014, -0.0013
Si, 8.1435, 8.1689, 10.8171, -0.0001, -0.0005, -0.0009
Si, 1.2969, 1.4512, 12.2121, -0.0018, -0.0013, 0.0004
Si, 4.0804, 4.0506, 12.2876, 0.0022, 0.0015, -0.0008
Si, 1.3798, 6.7696, 12.2765, 0.0025, -0.0002, -0.0022
Si, 4.0484, 9.5463, 12.1662, -0.0004, -0.0022, -0.0013
Si, 6.7236, 1.3776, 12.3051, -0.0007, -0.0003, 0.0002
Si, 9.5335, 4.0665, 12.2036, 0, -0.0001, 0.0002
Si, 6.8495, 6.8121, 12.2255, 0.0007, -0.0003, 0.0006
Si, 9.4464, 9.5635, 12.1609, -0.002, 0.0009, -0.0003
Si, -0.0248, 2.8028, 13.6689, -0.0033, 0.0004, 0.0002
Si, 2.6376, 0.03, 13.4553, 0.0055, 0.0029, 0.0026
Si, -0.0851, 8.193, 13.45, -0.0023, -0.0022, 0.003
Si, 2.7784, 5.3995, 13.6869, -0.0021, -0.0024, 0.0008
Si, 5.3662, 2.7081, 13.7578, -0.0029, -0.0015, 0.0053
Si, 8.0901, -0.0199, 13.5984, 0.0035, 0.0053, -0.0017
Si, 5.4561, 8.2192, 13.4938, -0.0087, 0.0009, -0.0048
Si, 8.2198, 5.4114, 13.5697, 0.0008, -0.0036, 0.0018
Si, 1.3427, 4.1678, 15.1484, -0.002, -0.0025, -0.0086
Si, 3.8315, 1.3051, 14.9951, 0.0022, -0.0015, -0.0147
Si, 1.2345, 9.5785, 14.7385, 0.0004, 0.0032, -0.0061
Si, 4.2107, 6.8553, 14.9111, 0.0024, -0.0041, -0.0066
Si, 6.7965, 4.1761, 15.0132, 0.0002, -0.0006, -0.0109
Si, 9.4284, 1.3578, 14.9096, 0.0042, 0.0046, -0.0107
Si, 7.8701, 7.7289, 16.1682, 0.0303, 0.0276, 0.1214
Si, 9.597, 6.8189, 14.8959, -0.0024, -0.0004, -0.0103
Si, -0.0012, 0.0714, 16.1997, -0.0272, -0.0225, 0.1436
Si, 2.203, 2.3224, 16.356, 0.0191, -0.0007, 0.1653
Si, 0.4789, 6.0756, 16.2996, -0.0211, -0.0068, 0.1428
Si, 2.6814, 8.2581, 15.9537, 0.0055, 0.01, 0.0757
Si, 4.4987, -0.2335, 16.6479, 0.013, 0.0373, 0.1889
Si, 8.2363, 2.8334, 16.2741, -0.006, -0.0097, 0.1827
Si, 6.0343, 6.0744, 16.2328, -0.0127, -0.0234, 0.1434
Si, 6.8168, 9.4333, 14.9812, -0.0206, 0.0191, 0.0446
Si, 1.1719, 25.5665, 25.8867, 0.0093, 0.0122, 0.3243
Si, 31.8511, -22.9817, 21.3449, 0.0072, -0.0124, 0.4179
Si, -2.5947, 0.2441, 23.5679, -0.017, 0.0068, 0.3441
Si, 7.7907, -9.6182, 18.8542, 0.0276, -0.0009, 0.3252
Si, 8.9998, 20.4376, 18.3833, -0.0085, 0.0382, 0.3798
Si, -2.6735, 17.3197, 23.4469, -0.0015, -0.0206, 0.2899
Si, 3.1351, 11.4345, 23.6135, 0.0124, -0.0608, 0.3348
Si, -20.2994, -1.1491, 25.6241, 0.0052, -0.0314, 0.3578
Si, -26.6383, -17.0079, 25.0061, -0.0116, 0.0139, 0.3494
Si, -1.3846, -19.1979, 25.1886, 0.0021, -0.0026, 0.3683
Si, 9.6554, 4.0973, 22.5806, 0.0198, 0.0722, 0.3403
Si, -12.1762, 4.783, 18.1962, -0.0436, -0.0431, 0.3288
Si, 10.0713, 24.4029, 20.2592, 0.0279, -0.0115, 0.3682
Si, -6.2151, 8.8131, 23.2047, 0.0101, 0.0206, 0.3063
Si, 16.6666, 13.052, 23.4711, 0.0168, -0.037, 0.3378
Si, 39.3809, 5.629, 19.0723, -0.0014, 0.0274, 0.4145
Si, 27.6077, 24.6852, 20.4702, -0.0065, 0.0196, 0.3641
Si, 17.1485, -14.476, 21.4938, -0.0451, 0.0403, 0.3795
Si, 1.4443, -16.6383, 23.1455, 0.0219, -0.0202, 0.2852
Si, 12.4227, 0.9044, 21.0171, -0.0194, -0.0179, 0.3619
Si, 3.5881, -31.072, 18.8885, -0.0207, -0.006, 0.3841
Si, 4.139, -26.6822, 23.0346, -0.0366, -0.0126, 0.2626
Si, 43.4787, -24.8731, 23.6477, 0.0511, 0.0182, 0.3039
Si, 17.6389, 31.2201, 25.5458, -0.0026, 0.0077, 0.3741
O, -0.6824, 21.0628, -10.3357, 0.076, 0.0493, -0.1838
O, -12.2967, 47.3631, -3.6587, 0.0021, 0.0591, -0.226
O, -8.4309, 14.1496, -1.1275, -0.0643, 0.049, -0.1659
O, -1.5671, -9.3496, -8.4621, -0.0649, -0.0348, -0.1502
O, -15.7501, -0.3086, -1.3478, 0.0678, -0.0675, -0.2088
O, 22.2685, -0.5053, -1.0995, 0.0655, -0.0465, -0.195
O, 2.1843, 33.8582, -5.3321, -0.0776, 0.0211, -0.2403
O, -3.6753, 5.7561, -3.2947, 0.0582, 0.0417, -0.1483
O, 11.4238, 8.9695, -3.2491, -0.0713, -0.0729, -0.1851
O, 21.6405, 5.813, -10.0242, 0.0576, 0.0451, -0.1644
O, 10.0831, -6.8366, -8.2793, -0.0175, 0.0913, -0.2214
O, 40.8694, -27.1425, -9.3371, 0.0575, -0.0045, -0.1443
O, 10.9822, -8.3043, -1.9549, -0.039, -0.0056, -0.1247
O, 22.4606, 2.1945, -7.2356, -0.0266, 0.0175, -0.1295
O, 1.6685, 4.1881, -3.3891, 0.0153, 0.0637, -0.2295
O, 7.76, -32.9596, -9.2969, 0.0071, -0.0307, -0.112
O, 15.439, -10.3265, 18.0802, 0.0166, -0.0656, -0.1996
O, 15.4971, -5.6809, 24.368, -0.0387, 0.0379, -0.1658
O, -4.2347, -25.6836, 19.9806, 0.0344, -0.0922, -0.2645
O, 19.271, 13.7658, 26.3369, 0.0398, 0.0047, -0.2337
O, -5.2417, 13.8351, 22.0736, 0.0058, 0.0396, -0.2968
O, -3.4793, -2.5406, 26.5535, -0.0671, 0.061, -0.2018
O, 5.6885, -16.0179, 17.8329, -0.0352, 0.0311, -0.2573
O, 2.835, 13.4706, 17.8484, -0.0536, 0.0345, -0.2148
O, 27.4046, -12.8907, 24.5249, -0.0864, -0.0353, -0.2116
O, -8.5836, -10.8199, 24.9334, 0.0668, 0.0729, -0.1917
O, 7.4315, 2.1485, 17.5441, 0.0131, 0.0675, -0.2229
O, 16.8714, 21.0573, 16.2146, 0.029, -0.0266, -0.0799
O, -9.8749, -15.1632, 23.613, -0.002, -0.0166, -0.0961
O, -2.48, -2.653, 17.6599, -0.0465, -0.0755, -0.1833
O, 32.9582, -6.3915, 22.2316, -0.0499, -0.0324, -0.1345
O, 8.6927, 5.3528, 22.332, 0.0095, -0.0354, -0.1316
O, 14.6503, 10.0955, 22.9994, 0.0012, 0.0019, -0.1108
O, -3.3929, -14.2492, 22.5168, -0.0481, 0.02, -0.1653
O, 26.1773, 13.4976, 19.8292, -0.0637, -0.0445, -0.1674
O, 20.3101, -7.1421, 16.9668, -0.0235, -0.0509, -0.154
O, 2.6428, 11.5825, 19.8657, 0.0979, 0.0346, -0.2195
O, -8.4248, 30.4597, 26.3936, -0.061, 0.078, -0.1934
O, 3.7487, -3.3829, 23.4296, 0.0163, -0.0138, -0.0948
O, 20.3657, 17.6698, 27.3601, -0.0021, -0.0004, -0.079
O, -6.7566, 23.1185, 27.3924, 0.0023, -0.0023, -0.0791
O, 17.1801, 3.2292, 24.5806, -0.0155, -0.0616, -0.1519
O, 20.3909, 9.2402, 19.9025, -0.0659, -0.0117, -0.3013
O, 3.509, 9.3557, 16.8888, -0.0259, -0.033, -0.0813
O, 15.2399, 12.4452, 23.9669, 0.0133, 0.0146, -0.1148
O, 1.0562, 1.2009, 16.7482, -0.008, -0.006, -0.0855
O, -1.3605, -20.6562, 27.6919, -0.0047, 0.015, -0.0888
O, -4.4756, -6.5683, 19.9601, 0.0258, 0.0569, -0.1572
O, 13.7491, -5.6453, 22.3868, 0.015, -0.0032, -0.1075
O, 4.0908, -4.1063, 27.3548, 0.007, -0.006, -0.0794
O, 9.2626, 2.8307, 21.6694, 0.0135, -0.0675, -0.228
O, 7.981, -0.9114, 24.6589, 0.0557, 0.0578, -0.183
O, -25.8446, 1.6948, 20.0646, 0.0467, -0.0421, -0.1626
O, 22.3193, 10.5319, 21.144, 0.0115, 0.0259, -0.1245
O, -5.5228, -4.8553, 21.9932, 0.0711, 0.0232, -0.158
O, 5.4197, -2.2337, 21.767, 0.0472, -0.0334, -0.165
O, 8.9859, 10.535, 22.2338, 0.078, -0.0526, -0.2162
O, 1.6459, -14.5953, 16.6696, 0.0141, 0.0112, -0.0605
O, 0.4906, -16.6861, 26.5778, 0.0524, -0.0736, -0.1752
O, -0.3967, 8.3571, 22.1755, -0.0357, 0.0827, -0.2105
O, -1.4514, -14.6307, 24.233, -0.0113, -0.0078, -0.1115
O, 20.2023, 1.2298, 24.3465, -0.03, -0.0641, -0.1626
O, 28.6578, -9.8987, 23.2867, -0.0255, 0.0287, -0.1118
O, 27.6638, 4.9032, 26.6158, 0.0494, -0.049, -0.2644

Results
free energy: -118376.638 eV
free energy less fixed offsets of O -570.45, Si -639.56 eV per atom: -4.158 eV

The program warned: the cutoff lies below the one the program advises for these potential files; the forces do not sum to zero within the program's tolerance; empty levels may hold ghost states of the PAW files; the exchange-correlation potential is rough where the density is thin.
